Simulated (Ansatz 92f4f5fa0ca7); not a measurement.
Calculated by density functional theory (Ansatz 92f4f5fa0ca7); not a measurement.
Periodic cell of 223 atoms, Si131O90P2, from a study of silicon, its oxide and their interface. The atomic structure is a simulated model.
Doubt: the cutoff is far below the 930 eV that the study's wrapper takes by default for these files, so forces and energies are approximate.
This geometry differs little from another in the collection (a relaxation step or a small displacement).

Settings
functional: PBE
potential files: Ansatz PAW
basis: plane waves
wave-function cutoff: 580 eV
density cutoff ratio: 5
exchange-correlation grid ratio: 1
k mesh: 1 x 1 x 1, Gamma-centred
self-consistency stop: 5e-08 eV per atom in the density residual
occupations: fixed
spin: none
net charge: 0

Cell vectors (angstrom)
a 10.938 0 0
b 0 10.938 0
c 0 0 32.1988

Atoms: element, x, y, z (angstrom)
Si 10.5915 0.2117 24.8691
Si 5.7424 10.6634 24.7457
Si 2.4793 2.9019 24.6482
Si 8.4305 2.4459 24.8239
Si 0.2759 5.1534 24.7565
Si 5.157 5.7339 24.6995
Si 2.9383 7.9917 24.5976
Si 7.9427 8.4217 24.7334
Si 1.3301 1.3707 26.0438
Si 6.8467 1.3 26.1164
Si 4.0449 4.0932 25.9924
Si 9.604 4.0503 26.0811
Si 1.3968 6.8175 25.9965
Si 6.7718 6.8412 26.0297
Si 4.1013 9.5252 25.9963
Si 9.4679 9.5578 26.1466
Si 2.7327 -0.0165 27.3522
Si 8.163 -0.0253 27.5499
Si 0.0101 2.7149 27.4848
Si 5.445 2.7371 27.3667
Si 2.7287 5.4614 27.4249
Si 8.1892 5.4642 27.361
Si -0.0012 8.1759 27.3751
Si 5.4408 8.1941 27.4438
Si 4.0833 1.3631 28.7419
Si 9.5764 1.3544 28.8457
Si 1.3659 4.1127 28.8131
Si 6.8274 4.098 28.7423
Si 4.0941 6.8164 28.801
Si 9.5602 6.8211 28.7501
Si 1.3712 9.5566 28.7397
Si 6.7817 9.5444 28.8547
Si 0.0182 -0.021 30.1539
Si 5.4424 0.0154 30.1588
Si 2.7375 2.7324 30.145
Si 8.1932 2.7438 30.1483
Si -0.0106 5.4748 30.1498
Si 5.4757 5.4601 30.146
Si 2.7286 8.2017 30.1414
Si 8.2062 8.1903 30.1512
Si 1.3673 1.3673 31.515
Si 6.8362 1.3673 31.515
Si 4.1018 4.1018 31.515
Si 9.5708 4.1018 31.515
Si 1.3673 6.8362 31.515
Si 6.8362 6.8362 31.515
Si 4.1018 9.5708 31.515
Si 9.5708 9.5708 31.515
Si 2.7345 0 0.6835
Si 8.2035 0 0.6835
Si 0 2.7345 0.6835
Si 5.469 2.7345 0.6835
Si 2.7345 5.469 0.6835
Si 8.2035 5.469 0.6835
Si 0 8.2035 0.6835
Si 5.469 8.2035 0.6835
Si 4.1171 1.3733 2.0517
Si 9.5536 1.3847 2.0393
Si 1.3618 4.1323 2.0388
Si 6.821 4.126 2.0497
Si 4.101 6.8403 2.0656
Si 9.5701 6.8541 2.0468
Si 1.3964 9.5426 2.0406
Si 6.8122 9.6085 2.0398
Si 0.0297 0.0074 3.3192
Si 5.4794 0.0271 3.4668
Si 2.7939 2.8163 3.3522
Si 8.2025 2.7799 3.4139
Si 0.0208 5.5171 3.4229
Si 5.4859 5.5017 3.436
Si 2.7832 8.2287 3.4703
Si 8.1869 8.2518 3.3593
Si 1.4207 1.3994 4.6029
Si 6.8587 1.4321 4.8088
Si 4.1537 4.107 4.814
Si 9.5604 4.1656 4.7633
Si 1.404 6.852 4.8151
Si 6.8437 6.9276 4.762
Si 4.1466 9.6067 4.8798
Si 9.5953 9.6066 4.674
Si 2.7235 0.1202 6.0907
P 8.2335 0.0105 5.9781
Si 0.0397 2.7167 5.9344
Si 5.4627 2.7365 6.3166
Si 2.8049 5.5032 6.1854
Si 8.1554 5.535 6.1301
Si -0.025 8.219 6.1294
Si 5.5933 8.2882 6.2689
Si 3.7812 1.6018 7.628
Si 9.7548 1.1926 7.2197
Si 1.582 3.8195 7.289
Si 6.5993 4.4344 7.5198
Si 4.4072 6.6973 7.5287
Si 9.3056 7.0912 7.4613
Si 1.0667 9.9349 7.2777
P 7.0606 9.3835 7.9803
O 8.3589 8.4101 7.7851
O 2.6471 2.7649 8.0025
O 9.5303 1.3361 24.2615
O 4.0584 6.8509 24.1295
O -0.1284 0.0405 7.7756
O 5.4755 5.5381 8.0654
O 6.8533 9.555 24.1969
O 1.3719 4.0462 24.171
O 3.8221 7.5239 8.8593
O 0.5735 4.4185 8.4404
O 9.7514 6.375 8.8957
O 1.89 9.4231 8.6047
O 7.3836 3.8995 8.8719
O 4.2206 0.8944 9.0763
O 6.6543 8.8497 9.4815
O 9.0416 1.8447 8.5481
O 7.7048 3.1208 23.5171
O 10.5009 5.8221 23.442
O 5.0939 0.4191 23.4086
O 5.8602 5.0655 23.3713
O 3.1003 2.1855 23.2854
O 2.3036 8.6914 23.2216
O 8.6206 7.7316 23.3963
O 0.2482 10.306 23.6103
Si 4.3837 1.5481 22.4785
Si 3.449 7.8658 14.1274
Si 7.1177 0.9309 14.6542
Si 0.9468 9.3293 22.5324
Si 1.1577 4.2349 11.8422
Si 6.2613 8.9319 15.3365
Si 0.6763 1.2967 12.3215
Si 8.6193 4.9221 20.5236
Si 0.2507 5.7306 9.3345
Si 5.0921 3.0694 17.9463
Si 0.873 3.6895 16.747
Si 10.3784 2.8025 19.2329
Si 5.2503 1.0952 10.3513
Si 0.8788 0.1446 19.8603
Si 6.5814 9.2829 11.0637
Si 9.3131 9.6395 18.3665
Si 9.3598 9.1461 12.6272
Si 6.5631 3.8194 22.5952
Si 2.3744 8.0817 9.3744
Si 10.579 7.3171 17.1623
Si 2.4754 6.2709 16.6869
Si 10.1838 4.4298 14.1674
Si 6.1288 9.151 18.5372
Si 7.9082 2.4971 9.5153
Si 8.8808 2.0757 12.4181
Si 5.35 6.197 18.0926
Si 3.9115 0.5185 19.4878
Si 4.2337 3.7337 12.0756
Si 5.4847 6.4484 12.3741
Si 8.0088 2.4496 17.209
Si 4.3273 2.407 14.9939
Si 1.547 1.1471 15.2792
Si 1.5488 9.3333 12.0783
Si 8.0382 6.7668 13.9304
Si 10.3649 9.7695 15.5381
Si 9.8082 6.9912 22.5537
Si 8.1069 5.4345 17.4254
O 5.9484 7.8956 11.6978
O 6.0245 9.1794 16.9163
O 7.6646 1.3291 13.1744
O 0.9297 1.7044 13.8805
O 9.4495 6.1816 16.9184
O 6.7269 6.0182 13.3325
O 5.1567 4.6035 18.6166
O 9.207 2.1005 18.2846
O 2.3568 0.0648 19.0895
O 9.387 10.1801 16.8026
O 2.7675 4.3328 11.6527
O 5.0447 10.2767 19.1244
O 9.4056 3.2237 13.4204
O 0.4415 1.7307 19.9639
O 3.1698 1.2359 15.0999
O 8.1441 5.3389 19.0381
O 3.8826 6.5435 17.4638
O 4.5178 3.2267 16.4067
O 9.1048 5.6268 14.3623
O 5.4409 2.7384 22.1365
O 10.676 4.0299 15.651
O 0.3048 3.8174 18.271
O 10.4234 10.4699 19.2351
O 9.6078 9.912 14.0862
O 10.9037 8.1034 22.0933
O 1.2325 2.1146 16.5466
O 9.717 3.7125 20.4198
O 8.1295 3.9853 16.6934
O -0.0667 9.0132 11.9701
O 6.5673 2.3444 17.9685
O 5.552 10.6004 11.1517
O 7.7266 9.5796 18.8858
O 10.0304 0.9299 12.1188
O 1.3512 6.8769 9.0448
O 0.6211 4.7157 13.3136
O 5.7188 7.5817 18.9981
O 5.2223 4.9872 11.6302
O 2.6258 7.0424 15.2655
O 0.8742 2.6618 11.4599
O 0.8312 10.639 15.5663
O 2.3705 8.503 10.9398
O 4.6948 2.3322 11.3056
O 4.1406 3.4109 13.6994
O 2.1609 4.6712 16.5183
O 10.7218 8.1961 15.7842
O 6.883 10.2679 14.6629
O 2.3445 8.8864 13.4485
O 8.0575 1.481 15.8864
O 4.0411 6.7719 13.0683
O 4.1761 1.9713 18.7517
O 7.2828 4.3984 21.2728
O 8.47 2.7859 11.0137
O 1.1605 6.8254 17.508
O 5.6744 1.5915 14.7689
O 8.078 9.6958 11.6879
O 9.2081 6.2578 21.2376
O 8.8888 7.6113 12.8468
O 1.6358 0.0385 11.9037
O 6.6457 6.11 17.0699
O 7.4147 7.7883 15.0629
O 1.2124 10.277 21.2416
O 9.9625 8.1436 18.4164
O 3.9371 0.8155 21.0992
O 0.3202 5.2453 10.8718
O 6.6705 1.4605 9.6428
O 4.774 8.6401 14.7081

Results
free energy: -135974.458 eV
free energy less fixed offsets of O -568.88, P -755.39, Si -635.61 eV per atom: 0.432 eV

Forces (eV/angstrom), in the order of the atoms: element, x, y, z
Si 0.0054 -0.0216 0.0191
Si -0.0068 0.0088 -0.0129
Si 0.0022 -0.0081 -0.0033
Si -0.019 0.007 -0.0153
Si 0.0004 0.0005 -0.0126
Si -0.0064 -0.0076 -0.0105
Si -0.0053 -0.0092 -0.0011
Si 0.0087 -0.0114 -0.0034
Si 0.0006 0.0143 -0.0025
Si 0.0123 -0.0058 0.0234
Si -0.0033 0.0064 0.0067
Si 0.0074 -0.0011 0.0114
Si 0.0062 0.0098 0.0134
Si -0.0026 0.0083 -0.0019
Si -0.0012 0.0002 0.0057
Si -0.0115 0.0138 0.0146
Si -0.0084 0.0014 -0.044
Si -0.0138 -0.0192 0.069
Si 0.0047 -0.0011 0.0512
Si -0.0008 -0.0042 -0.0381
Si 0.001 0.001 0.0214
Si -0.0016 -0.0052 -0.0389
Si -0.0051 -0.0044 -0.036
Si -0.011 -0.0179 0.0334
Si 0.019 -0.0024 0.0542
Si -0.0269 0.0024 -0.0939
Si -0.0209 -0.0374 -0.0621
Si 0.0103 -0.0168 0.0547
Si -0.0092 0.0116 -0.0342
Si 0.0115 0.0173 0.0409
Si -0.0137 -0.0079 0.0531
Si 0.0774 0.0387 -0.111
Si 0.0176 -0.0079 0.001
Si -0.0267 0.0164 0.0224
Si -0.0084 0.003 0.0002
Si -0.0103 0.0023 0.0164
Si -0.0089 0.0152 0.0152
Si 0.0111 -0.0073 0.0005
Si -0.0056 0.0226 0.0112
Si -0.0123 -0.0133 0.0082
Si 0.0885 -0.056 0.0136
Si -0.042 0.1027 -0.0371
Si 0.0741 -0.1008 -0.0021
Si -0.0582 0.0678 -0.0056
Si -0.0783 0.0703 -0.0626
Si 0.1068 -0.0852 0.0299
Si -0.1506 0.0398 -0.0075
Si 0.0818 -0.0885 0.0188
Si 0.1131 -0.0257 0.0336
Si -0.0814 0.1323 -0.1288
Si -0.0301 0.0813 -0.0304
Si 0.0888 0.0031 -0.0183
Si -0.0138 0.2158 -0.0885
Si 0.0347 0.0345 0.024
Si 0.0959 -0.0951 -0.0683
Si -0.0769 0.0419 0.0237
Si 0.0232 -0.0379 -0.0484
Si 0.0133 -0.0057 0.0288
Si -0.0568 -0.0023 -0.0277
Si 0.0405 -0.0083 -0.023
Si 0.0038 0.0025 0.0287
Si -0.0123 0.0041 -0.0392
Si 0.0577 0.0422 -0.0444
Si -0.0575 -0.0241 -0.0062
Si 0.0787 -0.0924 0.0696
Si -0.0243 0.0864 -0.0332
Si -0.0125 -0.1005 0.0941
Si -0.108 0.0768 -0.0289
Si -0.0411 0.0138 -0.0209
Si 0.0949 0.0214 -0.0018
Si -0.0311 0.0624 -0.0322
Si 0.1453 -0.0861 0.0716
Si -0.0161 -0.0506 -0.0926
Si 0.1793 -0.1337 0.1287
Si 0.0405 0.0336 0.0038
Si -0.0374 0.068 0.0354
Si 0.0076 0.0617 0.0559
Si -0.2201 0.0329 0.0028
Si 0.1206 -0.1227 0.096
Si -0.1425 0.2563 0.0822
Si -0.0103 0.0192 -0.0288
P 0.2323 0.04 -0.1117
Si -0.0213 -0.0477 0.1233
Si -0.0144 -0.1082 -0.1135
Si 0.0561 0.0074 0.0835
Si 0.0204 -0.0333 -0.0526
Si -0.0334 -0.0863 -0.1119
Si 0.0175 -0.1515 0.0539
Si -0.028 -0.0194 0.0812
Si -0.015 -0.2988 0.0234
Si -0.0909 0.0574 -0.0424
Si -0.0522 0.133 0.0609
Si 0.0357 0.1639 -0.1126
Si -0.0468 0.0921 -0.1528
Si -0.0044 0.0538 0.0087
P -0.2129 0.219 0.0457
O 0.1119 -0.1459 0.0773
O 0.1085 -0.0507 0.0074
O -0.0068 0.011 0.0102
O -0.0035 0.0064 0.0033
O 0.0653 0.0077 0.0445
O 0.0406 -0.0354 -0.0481
O -0.0064 0.0064 0.009
O -0.0087 0.0058 0.0067
O -0.0339 -0.0256 0.0332
O 0.0279 0.0173 0.0425
O -0.0042 0.0356 0.0043
O -0.0436 0.0176 -0.0123
O 0.0384 -0.0129 0.0179
O -0.0624 0.0819 -0.0557
O 0.0614 -0.2246 0.1385
O -0.0022 -0.0312 -0.0306
O -0.0042 0.0068 -0.0196
O -0.0008 0.0019 -0.0041
O -0.0037 0.0003 -0.0136
O -0.0017 0.0003 -0.0027
O 0.0029 0.0009 -0.0086
O -0.0066 0.0026 -0.0055
O 0.0011 -0.0034 -0.0144
O -0.008 0.004 -0.0266
Si -0.0006 -0.0025 0.0192
Si 0.0224 -0.0398 -0.0363
Si -0.0135 -0.0149 -0.0082
Si 0.0003 0.0043 0.0196
Si 0.0255 -0.0137 -0.0221
Si -0.0107 0.0048 -0.0262
Si 0.0017 -0.0083 -0.0136
Si -0.0079 -0.0034 0.0171
Si 0.0317 0.0005 -0.0702
Si -0.0025 0.0035 -0.0025
Si -0.006 -0.001 -0.0191
Si -0.0042 -0.0051 0.0108
Si 0.0638 -0.0784 0.0469
Si -0.0077 -0.0044 0.0068
Si -0.0554 -0.0315 -0.2543
Si -0.0049 0.0021 -0.0007
Si -0.0677 0.0309 -0.0427
Si 0.0059 -0.0031 0.0233
Si 0.0735 -0.0066 -0.0809
Si -0.0037 -0.0033 0.0048
Si -0.0046 0.0131 -0.004
Si -0.0039 -0.0309 -0.0304
Si -0.0065 -0.0029 -0.0096
Si -0.0666 0.058 -0.0148
Si -0.0109 -0.0073 -0.0019
Si 0.0069 0.0021 -0.0086
Si 0.0001 -0.0023 0.0073
Si 0.0201 0.0185 -0.0239
Si 0.0049 0.0846 -0.1082
Si -0.0063 -0.0041 -0.0076
Si 0.0081 -0.0023 -0.0255
Si 0.0016 0.0033 -0.0195
Si 0.0211 0.0041 -0.02
Si -0.0661 0.0063 -0.0498
Si -0.0054 0.0052 -0.0105
Si -0.0116 0.0012 0.0251
Si -0.0043 0.001 -0.0096
O -0.0275 -0.06 0.0865
O 0.0005 -0.0001 0.0141
O 0.0035 0.0048 0.0112
O -0.0056 -0.0052 0.0117
O -0.0074 -0.0028 0.0023
O 0.0575 -0.012 0.0627
O -0.0062 -0.0038 -0.0002
O -0.0006 0.0017 -0.0004
O -0.0027 -0.0007 -0.0014
O 0.0014 -0.0086 0.0019
O -0.0178 -0.0035 0.0058
O -0.0032 0.0006 0.003
O 0.0049 0.0144 0.0088
O -0.0004 0.0012 -0.0016
O -0.0116 -0.0016 0.018
O -0.0057 -0.0004 -0.0041
O -0.0014 -0.0075 -0.0047
O -0.0045 -0.0027 0.0031
O 0.0011 0.0057 0.0118
O -0.0019 -0.0007 -0.0039
O 0.0054 -0.0016 0.011
O 0.0014 -0.001 0.0021
O -0.0015 -0.0025 -0.0003
O 0.0133 -0.0001 0.0094
O 0.0004 -0.0015 -0.0008
O 0.0019 -0.0023 0.0077
O 0.0011 -0.0022 -0.0035
O -0.0047 0.0085 0.0097
O -0.0161 -0.0007 -0.0031
O -0.0018 -0.0002 0.0055
O -0.0577 0.1032 0.0509
O 0.003 -0.0017 0.0034
O -0.0153 -0.0047 0.0001
O -0.0545 -0.0459 0.0003
O -0.0063 0.0054 0.0006
O -0.0029 -0.0041 -0.0002
O -0.0207 -0.0271 0.0261
O -0.0005 0.0039 0.01
O -0.0025 -0.0041 0.0101
O -0.0033 -0.0058 0.0093
O -0.0146 0.0337 0.0434
O -0.0304 0.0218 0.0265
O -0.007 -0.011 0.0232
O -0.0022 -0.0078 0.0095
O -0.0001 -0.0111 0.0085
O 0.0012 -0.0014 0.0274
O -0.009 -0.0046 0.0135
O 0.0054 -0.0008 0.0109
O -0.0495 -0.0011 0.074
O 0.0015 -0.0017 -0.0006
O 0.0033 0.0001 -0.0131
O 0.0034 -0.02 -0.0004
O -0.0062 -0.0069 0.0012
O -0.0069 0.0114 0.0112
O 0.1239 -0.0385 0.0803
O -0.0005 -0.0006 -0.0091
O 0.017 -0.0265 0.027
O 0.0058 -0.0045 0.0092
O -0.0003 -0.0051 0.0171
O 0.0106 -0.0186 0.0256
O 0.0015 0.0028 -0.0127
O 0.0015 -0.0003 0.0005
O -0.0025 -0.0052 -0.0099
O -0.0223 -0.0025 0.0421
O 0.0119 0.038 0.0213
O -0.0096 0.006 0.0244

The program warned: the cutoff lies below the one the program advises for these potential files; the forces do not sum to zero within the program's tolerance; the exchange-correlation potential is rough where the density is thin.
